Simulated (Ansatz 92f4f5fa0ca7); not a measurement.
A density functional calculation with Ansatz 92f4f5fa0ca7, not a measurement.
Periodic cell of 215 atoms, Si132O82B1, from a study of silicon, its oxide and their interface. The atomic structure is a simulated model.
Doubt: the cutoff is far below the 930 eV that the study's wrapper takes by default for these files, so forces and energies are approximate.
This geometry differs little from another in the collection (a relaxation step or a small displacement).

Settings
functional: PBE
potential files: Ansatz PAW
basis: plane waves
wave-function cutoff: 580 eV
density cutoff ratio: 5
exchange-correlation grid ratio: 1
k mesh: 1 x 1 x 1, Gamma-centred
self-consistency stop: 5e-08 eV per atom in the density residual
occupations: fixed
spin: none
net charge: -1 e, with a uniform compensating background and no finite-size correction

Cell vectors (angstrom)
a  10.938  0  0
b  0  10.938  0
c  0  0  31.5432

Atoms and the computed forces on them: element, x, y, z (angstrom), force x, y, z (eV/angstrom)
Si  10.4246  0.5661  24.3842  -0.0249  0.1079  0.183
Si  6.053  10.5005  24.1567  0.039  -0.0519  0.2532
Si  2.1343  3.2547  24.107  -0.033  0.0661  0.2402
Si  8.6995  2.2452  24.3485  0.0872  -0.0368  0.2254
Si  0.4998  5.0564  24.1838  0.0661  -0.0603  0.2332
Si  5.0584  5.9218  24.2466  -0.036  0.0483  0.2085
Si  3.4089  7.6696  24.2132  -0.004  -0.075  0.2052
Si  7.8353  8.8318  24.0006  -0.086  -0.0227  0.3003
Si  1.3504  1.4732  25.4645  -0.0045  0.0185  0.0366
Si  6.9329  1.2593  25.5432  0.031  -0.03  0.1358
Si  4.0379  4.1039  25.339  -0.0201  -0.0011  0.0217
Si  9.6551  4.1051  25.4297  0.0144  -0.0151  0.0344
Si  1.4934  6.8282  25.3798  -0.0105  -0.0151  0.0135
Si  6.8845  7.0048  25.3027  -0.0173  0.0383  0.0978
Si  4.2831  9.5285  25.404  0.037  -0.0353  0.1075
Si  9.4868  9.6531  25.4823  -0.0768  0.0382  0.1572
Si  2.799  0.0041  26.653  -0.0235  0.042  -0.1376
Si  8.0762  -0.1731  27.0743  -0.0775  -0.0897  0.2267
Si  -0.0059  2.7502  26.9207  0.0097  0.0037  0.1285
Si  5.4566  2.7203  26.6692  -0.0354  0.0116  -0.1003
Si  2.7806  5.4648  26.846  -0.0163  -0.0188  0.0676
Si  8.2161  5.542  26.6367  0.0588  -0.0233  -0.1316
Si  0.0234  8.2181  26.6556  0.0536  -0.0121  -0.1083
Si  5.7005  8.3594  26.9577  0.1592  0.1338  0.1614
Si  4.1639  1.3176  28.0745  0.0231  -0.0003  0.077
Si  9.5423  1.324  28.2394  -0.0227  -0.0393  -0.3591
Si  1.3923  4.1253  28.2499  -0.0036  -0.0514  -0.3357
Si  6.8324  4.1409  28.01  0.0139  -0.0428  0.1182
Si  4.2086  6.875  28.1344  -0.0465  0.0392  -0.1274
Si  9.5536  6.8984  28.0473  -0.0573  0.0267  0.1208
Si  1.3972  9.5903  28.0321  -0.0434  0.0116  0.1134
B  6.8644  9.5505  28.265  -0.0313  -0.056  -0.4776
Si  0.0362  -0.0203  29.5117  0.0945  -0.0542  0.0359
Si  5.6086  -0.1401  29.3299  0.0669  -0.0673  0.0073
Si  2.7898  2.6896  29.4969  0.0453  -0.0465  0.0813
Si  8.1695  2.7628  29.4634  -0.0616  0.1026  0.0087
Si  -0.0371  5.5284  29.4687  -0.0416  0.0436  0.0749
Si  5.5045  5.4662  29.4927  0.0213  -0.0835  0.0173
Si  2.7606  8.2205  29.4386  -0.0239  -0.0193  -0.0437
Si  8.1023  8.3151  29.3667  -0.0765  0.1067  -0.0038
Si  1.3975  1.3545  30.8751  -0.0012  0.0026  0.0248
Si  6.8026  1.3344  30.768  -0.044  0.0315  -0.0089
Si  4.1292  4.0856  30.8593  -0.003  0.014  0.0035
Si  9.5472  4.1302  30.8117  -0.0026  -0.0123  0.0152
Si  1.3659  6.8675  30.8027  0.0168  0.0132  0.0053
Si  6.8729  6.8598  30.8284  0.0703  0.0025  -0.0172
Si  4.1461  9.5924  30.7745  -0.0332  0.0525  -0.0105
Si  9.5519  9.5421  30.8257  0.0127  -0.0501  -0.0112
Si  2.7776  -0.0382  0.6606  -0.0129  0.0146  0.0215
Si  8.1732  0.0093  0.624  0.0177  -0.0195  0.0005
Si  -0.0322  2.754  0.638  0.0145  0.0068  -0.0143
Si  5.4881  2.6838  0.6567  -0.0086  0.0143  0.0157
Si  2.7093  5.4839  0.633  -0.0037  -0.0139  -0.0212
Si  8.2112  5.4651  0.6725  -0.0043  -0.0262  0.0301
Si  0.007  8.1885  0.6597  0.0193  0.0068  0.0202
Si  5.4609  8.2181  0.6348  0.0051  -0.0175  0.0048
Si  4.1264  1.3261  2.0388  -0.0009  0.0026  -0.0096
Si  9.5148  1.3846  1.9891  -0.0605  0.0618  -0.0283
Si  1.3181  4.1358  2.0112  -0.0559  0.0564  0.0071
Si  6.8528  4.0538  2.0263  0.0509  -0.0453  -0.0393
Si  4.0671  6.8685  1.9904  -0.0532  0.0612  -0.0446
Si  9.6014  6.8057  2.0374  0.0564  -0.0571  -0.0087
Si  1.3834  9.5477  2.0305  0.0147  -0.0251  -0.0342
Si  6.8243  9.5752  2.0318  -0.0033  0.0112  -0.014
Si  -0.063  -0.0063  3.2779  0.1657  -0.0077  0.3167
Si  5.4705  -0.0222  3.4833  0.0078  -0.0065  -0.1071
Si  2.6909  2.7212  3.2785  0.05  -0.0031  0.3463
Si  8.1862  2.6859  3.4824  0.0167  0.0734  -0.0987
Si  -0.0221  5.464  3.507  0.0247  -0.0206  -0.1287
Si  5.4459  5.4744  3.2582  0.0073  -0.0872  0.3847
Si  2.7353  8.1937  3.4696  -0.0193  -0.0098  -0.0891
Si  8.2308  8.1846  3.3421  -0.1079  0.0066  0.1602
Si  1.2845  1.3624  4.6422  -0.0254  0.0214  -0.1354
Si  6.8421  1.3015  4.8992  -0.0244  0.0073  0.0888
Si  4.063  4.1141  4.6217  -0.0313  -0.0012  -0.1848
Si  9.5331  4.0616  4.8743  -0.0173  -0.0456  0.1297
Si  1.3519  6.8629  4.8754  0.0369  -0.0009  0.1132
Si  6.8295  6.7961  4.6595  0.0062  -0.0093  -0.156
Si  4.101  9.5569  4.8702  -0.023  -0.0053  0.0937
Si  9.5772  9.5686  4.7227  -0.0018  -0.0065  -0.0908
Si  2.6089  0.0371  6.0842  -0.004  -0.0308  -0.0455
Si  8.2282  -0.1373  6.2534  0.0066  0.0075  0.0059
Si  -0.02  2.6458  6.1876  0.04  0.0017  -0.0384
Si  5.3743  2.7631  6.0643  0.028  0.0052  -0.0588
Si  2.749  5.4239  6.1302  0.0121  -0.0354  -0.034
Si  8.0909  5.4351  6.1648  -0.0028  -0.0017  -0.0432
Si  -0.0099  8.2906  6.2196  0.0099  0.0125  -0.0207
Si  5.556  8.1411  6.1385  0.0176  -0.002  -0.0286
Si  3.4851  1.9145  7.1729  -0.128  0.1576  -0.2242
Si  10.0232  0.8237  7.4607  0.0366  -0.0297  -0.2164
Si  1.7809  3.6425  7.3488  0.038  -0.0486  -0.2422
Si  6.2115  4.5207  7.3757  -0.0274  0.0571  -0.2148
Si  4.6351  6.3025  7.2521  0.0221  -0.0713  -0.2198
Si  9.1516  7.19  7.3138  -0.0641  0.0731  -0.1943
Si  0.8903  10.1474  7.5101  -0.0506  0.027  -0.2057
Si  7.397  8.886  7.4763  0.0637  -0.031  -0.2444
O  4.5683  6.5975  8.88  -0.0892  0.093  0.3216
O  1.4034  3.9727  8.9402  -0.0424  0.0998  0.3482
O  9.726  6.5548  8.7384  0.0609  -0.0572  0.3117
O  1.3028  10.098  9.1427  0.122  -0.0379  0.306
O  6.089  4.2195  9.0186  0.0231  -0.126  0.3509
O  3.7192  1.5627  8.7554  0.097  -0.0781  0.301
O  7.1144  8.9597  9.1242  -0.0628  0.083  0.3503
O  9.6527  1.076  9.0632  -0.1154  0.0498  0.3232
O  8.2212  2.4973  22.786  -0.1103  0.0692  -0.3879
O  10.9894  5.5389  22.6603  -0.0496  0.1024  -0.3747
O  5.6286  0.0823  22.6476  -0.0839  0.1386  -0.41
O  5.3127  5.4507  22.675  0.0879  -0.0824  -0.4284
O  2.1508  2.8212  22.499  0.049  -0.1226  -0.4057
O  3.345  7.8886  22.5596  -0.0772  0.0762  -0.3733
O  8.3902  8.7312  22.4249  0.1325  -0.03  -0.4255
O  -0.1997  11.2043  22.7933  0.0955  -0.1004  -0.3527
Si  2.153  2.9864  12.9007  -0.0131  0.0208  -0.1627
Si  8.6829  1.2889  10.3515  0.0649  -0.0191  -0.3206
Si  1.07  4.5021  15.368  0.0215  -0.0233  0.0256
Si  7.5507  5.5631  12.2065  -0.0222  -0.012  -0.1852
Si  2.4247  8.1931  21.2566  0.0331  -0.0441  0.3895
Si  5.4173  7.7661  12.4762  -0.009  -0.0035  -0.1764
Si  9.2619  0.4556  15.5006  0.0246  0.0219  0.0156
Si  2.9073  -0.0505  16.6681  0.0332  -0.0184  0.1608
Si  10.4639  1.1654  12.6073  -0.0204  -0.0039  -0.1424
Si  7.7607  2.8272  21.275  0.0052  -0.0562  0.39
Si  9.1319  8.785  14.4624  0.013  0.0001  -0.0488
Si  1.4706  4.7832  10.3552  -0.0042  -0.0564  -0.3448
Si  4.4786  9.485  19.1539  0.0296  -0.0052  0.3197
Si  11.0858  6.0978  21.1346  0.0116  0.0207  0.394
Si  6.6121  10.4451  14.8525  0.0095  -0.015  0.0013
Si  5.3859  0.7346  21.1867  0.0367  -0.0411  0.4012
Si  2.3424  9.8031  10.3788  -0.0778  0.0213  -0.2711
Si  0.4199  10.6328  21.4243  -0.0707  0.051  0.3202
Si  5.8549  5.2621  21.1656  -0.0182  0.0137  0.4512
Si  3.6426  7.0861  10.1027  0.0639  -0.0812  -0.3047
Si  9.0496  5.6826  14.8467  -0.027  -0.019  -0.0054
Si  3.6676  4.0834  19.1245  -0.0093  -0.0455  0.3321
Si  10.031  3.665  19.3452  -0.0089  0.0251  0.3275
Si  4.2576  8.6588  15.3662  -0.0066  -0.0045  0.0201
Si  0.4488  1.9163  17.1724  -0.0078  0.0317  0.1924
Si  6.7954  7.5323  19.2588  0.0318  0.0584  0.2948
Si  5.2566  3.6188  16.7595  -0.0195  0.0013  0.1512
Si  7.7875  5.0142  17.5377  0.0292  0.043  0.1941
Si  6.6745  9.9009  10.3834  0.0291  -0.0543  -0.2855
Si  4.3759  1.0454  10.1198  -0.0866  0.051  -0.2701
Si  -0.0314  9.0911  11.9027  0.0409  -0.0193  -0.1734
Si  9.1084  8.6271  20.951  -0.0275  0.0505  0.4012
Si  4.5467  1.6642  14.5908  -0.0314  0.0146  -0.0115
Si  2.4414  2.0881  21.0724  -0.0456  0.0034  0.4239
Si  6.3285  3.3284  10.3637  0.0073  0.08  -0.3198
Si  3.4335  5.9143  16.757  0.0144  -0.0268  0.1546
Si  9.8711  6.5445  10.3511  0.02  -0.0326  -0.3156
O  0.109  2.6182  18.6052  0.0427  -0.0608  -0.1529
O  2.9248  9.6248  15.5871  -0.0012  -0.0146  -0.0317
O  10.8778  4.8103  20.1531  -0.044  -0.1149  -0.1866
O  7.5535  2.362  9.9229  0.0068  0.0135  0.1136
O  10.9207  5.3499  10.7873  -0.0162  0.0076  0.1002
O  6.5825  6.6983  12.8775  -0.0036  0.0146  0.0509
O  10.3103  8.0678  10.7821  0.0218  0.0653  0.1048
O  7.6639  9.4546  14.0056  -0.0058  0.0024  0.015
O  8.4124  6.2153  10.99  -0.0595  -0.0243  0.1193
O  5.3561  10.5001  20.0705  -0.0491  -0.0949  -0.1945
O  2.1586  3.7568  11.4451  0.0355  -0.0753  0.1614
O  7.9802  8.5425  19.7689  -0.0933  -0.0529  -0.1809
O  6.2163  6.7239  20.5558  0.0277  0.0682  -0.1814
O  5.5017  2.7086  15.4282  0.0015  -0.016  -0.0332
O  1.291  0.934  20.7482  0.0272  0.021  -0.1315
O  6.0806  9.0178  11.6316  -0.0374  -0.031  0.111
O  4.6096  4.9795  16.1272  0.005  0.0102  -0.049
O  6.5987  3.9061  17.6443  -0.021  -0.0145  -0.0706
O  10.5528  10.6759  11.8191  -0.0153  0.012  0.064
O  5.5746  0.4961  13.9997  0.0099  -0.005  0.012
O  8.0325  5.0905  15.9444  0.018  0.0002  -0.0736
O  9.732  9.8174  15.5874  0.0023  -0.0067  -0.0016
O  -0.3887  5.1531  15.1355  -0.0088  0.0071  -0.0047
O  1.5883  6.8385  20.8526  -0.0059  -0.0127  -0.1178
O  1.4946  0.6324  17.1885  0.0024  -0.0037  -0.0544
O  6.5887  1.7791  20.8229  0.0073  0.0272  -0.1294
O  0.9985  1.8206  12.8483  0.0092  -0.0084  0.0424
O  3.2621  5.4983  18.3541  -0.0062  0.0546  -0.1478
O  9.5211  2.0042  11.5722  0.0401  0.0115  0.116
O  1.0151  3.101  16.2032  0.0025  0.0294  -0.0553
O  8.5904  5.1289  13.3854  0.0233  -0.0016  0.071
O  10.2768  8.5862  13.3123  -0.0341  -0.0016  0.0832
O  1.4431  9.4046  21.7225  0.0111  -0.0154  -0.1261
O  10.0829  9.9332  20.6249  -0.0092  -0.0168  -0.1251
O  3.1653  0.2101  10.8804  -0.0002  0.0196  0.105
O  5.0542  2.3758  10.8204  -0.0247  -0.0229  0.0957
O  1.7601  4.1645  13.9425  -0.0141  0.0191  0.0477
O  7.9503  10.829  10.8378  -0.017  0.004  0.0986
O  9.1289  4.4703  18.2582  -0.0641  0.0344  -0.1332
O  5.6348  9.4923  15.7765  0.0127  0.0097  -0.0171
O  5.537  -0.0364  9.8047  0.0286  -0.0105  0.0348
O  3.5881  2.3086  13.4033  0.0219  -0.0099  0.0509
O  1.9727  5.6458  16.0905  -0.0225  -0.001  -0.0456
O  9.6993  1.0453  14.038  -0.0118  -0.0026  0.0579
O  4.3925  6.9357  11.528  0.0496  0.0212  0.1393
O  4.7483  4.4855  20.2686  -0.0925  -0.0408  -0.2079
O  9.9497  1.3452  16.6512  -0.0286  -0.0301  -0.0521
O  6.692  4.2932  11.6361  0.0287  0.0451  0.1167
O  5.5787  8.4041  18.5996  -0.0124  -0.0054  -0.1016
O  9.0773  2.7527  20.3125  0.1004  0.044  -0.1979
O  3.5953  1.1263  15.7929  0.0163  0.0125  -0.0342
O  4.2277  3.0771  17.9357  0.048  -0.0107  -0.143
O  9.9307  7.2186  20.8982  0.0064  -0.0246  -0.1202
O  3.3592  8.665  9.8119  0.0009  0.0111  0.0918
O  3.9378  7.4206  16.3873  -0.0018  0.0153  -0.0491
O  7.6281  0.4798  15.7055  -0.0049  -0.0006  -0.0068
O  8.927  7.2965  15.0413  0.0011  0.0056  0.0073
O  3.9223  1.433  21.177  0.0076  0.0096  -0.1256
O  1.5947  9.1218  11.6838  -0.0362  -0.0166  0.0929
O  2.3181  6.1587  10.1585  -0.0069  0.021  0.1127
O  7.3481  6.4638  18.1512  0.0272  -0.0893  -0.1354
O  7.2138  4.3619  21.1818  -0.0021  0.0133  -0.1276
O  4.5514  8.2241  13.8019  -0.0139  0.0125  0.0553
O  3.3359  8.6735  19.9986  0.0942  0.0569  -0.2001
O  2.4936  3.2345  19.8918  0.0501  0.1005  -0.2019
O  3.7282  10.3506  17.9829  -0.0718  0.0588  -0.1779

Results
free energy: -130700.220 eV
free energy less fixed offsets of B -154.04, O -568.88, Si -635.61 eV per atom: 2.500 eV

The program warned: the cutoff lies below the one the program advises for these potential files; the exchange-correlation potential is rough where the density is thin.
